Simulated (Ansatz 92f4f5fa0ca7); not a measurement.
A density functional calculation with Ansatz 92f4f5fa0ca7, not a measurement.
Periodic cell of 224 atoms, Si132O88As1H3, from a study of silicon, its oxide and their interface. The atomic structure is a simulated model.
Doubt: the cutoff is far below the 930 eV that the study's wrapper takes by default for these files, so forces and energies are approximate.
This geometry differs little from another in the collection (a relaxation step or a small displacement).

Settings
functional: PBE
potential files: Ansatz PAW
basis: plane waves
wave-function cutoff: 580 eV
density cutoff ratio: 5
exchange-correlation grid ratio: 1
k mesh: 1 x 1 x 1, Gamma-centred
self-consistency stop: 5e-08 eV per atom in the density residual
occupations: fixed
spin: none
net charge: 0

Cell vectors (angstrom)
a 10.938 0 0
b 0 10.938 0
c 0 0 31.948

Atoms: element, x, y, z (angstrom)
Si 0.2996 10.5451 24.3997
Si 5.2275 0.145 24.5313
Si 2.978 2.3444 24.5289
Si 7.939 2.9259 24.5026
Si 10.6308 5.4236 24.4469
Si 5.7713 5.2053 24.4402
Si 2.5935 8.3577 24.5395
Si 8.5287 7.7783 24.4231
Si 1.364 1.2281 25.8076
Si 6.8224 1.3172 25.8028
Si 4.1438 4.0268 25.7268
Si 9.4815 4.0253 25.9099
Si 1.3664 6.6769 25.6703
Si 6.9043 6.7528 25.8095
Si 4.0918 9.5351 25.9025
Si 9.6133 9.4419 25.7134
Si 2.7231 -0.0507 27.2593
Si 8.2433 -0.0794 27.0871
Si 0.0069 2.6518 27.1424
Si 5.4733 2.6922 27.1892
Si 2.7582 5.3933 27.0872
Si 8.1911 5.4284 27.2757
Si 0.0431 8.0995 27.1181
Si 5.517 8.1457 27.1502
Si 4.0958 1.3521 28.5651
Si 9.575 1.3023 28.5068
Si 1.375 4.0601 28.4914
Si 6.8173 4.0563 28.5832
Si 4.1067 6.7877 28.4912
Si 9.597 6.8136 28.5515
Si 1.358 9.4885 28.5467
Si 6.8632 9.5416 28.5083
Si 0.01 -0.0353 29.8936
Si 5.4886 -0.0181 29.8906
Si 2.7337 2.7337 29.9036
Si 8.2234 2.6971 29.8969
Si 0.0263 5.4426 29.8905
Si 5.4624 5.4568 29.9063
Si 2.758 8.1657 29.8942
Si 8.2235 8.1923 29.8986
Si 1.3673 1.3673 31.2643
Si 6.8362 1.3673 31.2643
Si 4.1018 4.1018 31.2643
Si 9.5708 4.1018 31.2643
Si 1.3673 6.8362 31.2643
Si 6.8362 6.8362 31.2643
Si 4.1018 9.5708 31.2643
Si 9.5708 9.5708 31.2643
Si 2.7345 0 0.6835
Si 8.2035 0 0.6835
Si 0 2.7345 0.6835
Si 5.469 2.7345 0.6835
Si 2.7345 5.469 0.6835
Si 8.2035 5.469 0.6835
Si 0 8.2035 0.6835
Si 5.469 8.2035 0.6835
Si 4.1028 1.3855 2.0636
Si 9.5359 1.4106 2.0355
Si 1.3447 4.1314 2.0582
Si 6.8147 4.1137 2.052
Si 4.0992 6.8602 2.0552
Si 9.5633 6.8569 2.0565
Si 1.3785 9.5619 2.0314
Si 6.8122 9.6009 2.0638
Si -0.0072 0.026 3.3113
Si 5.4681 0.0483 3.477
Si 2.745 2.7917 3.4013
Si 8.1627 2.7647 3.4466
Si -0.0135 5.5122 3.4531
Si 5.4783 5.5148 3.4166
Si 2.7659 8.2529 3.4434
Si 8.1956 8.2448 3.4064
Si 1.3753 1.3476 4.654
Si 6.7957 1.4476 4.8898
Si 4.0555 4.2278 4.7904
Si 9.5062 4.1543 4.8036
Si 1.3614 6.9313 4.7986
Si 6.8735 6.856 4.7935
Si 4.1261 9.6156 4.8693
Si 9.5297 9.7055 4.7029
Si 2.7264 0.1092 6.1601
Si 8.2104 0.0622 6.2171
Si -0.0364 2.676 5.9612
Si 5.4374 2.9302 6.2006
Si 2.7004 5.6122 6.2284
Si 8.2146 5.5427 6.2687
Si -0.0054 8.3987 6.0382
Si 5.5404 8.22 6.1914
Si 3.7464 1.8296 7.4422
Si 9.8234 1.2373 7.5077
Si 1.4118 3.9166 7.2533
As 6.6791 4.3366 7.8077
Si 4.3396 6.738 7.5918
Si 9.5186 7.2139 7.4489
Si 1.1116 9.9226 7.4749
Si 7.1804 9.314 7.5145
O 9.6203 6.619 23.8957
O 4.1114 1.2533 24.0062
O 8.3455 8.2297 8.0512
O 2.5674 2.9109 7.8659
O 6.854 4.0613 23.9335
O 1.4621 9.4364 24.0139
O 5.3839 5.6076 8.1848
O -0.005 0.1001 7.9892
H 6.5609 9.8888 8.7434
O 10.6447 6.8354 8.6311
O 1.7072 9.2504 8.8546
O 4.2467 1.3156 8.9058
O 0.3389 4.2807 8.4577
O 9.2421 1.9922 8.8758
O 3.7355 7.5457 8.9081
H 7.9415 8.3493 23.1793
H 8.601 2.3291 23.3047
O 5.2586 5.9716 23.0698
O 2.2389 2.8454 23.1537
O 10.6841 0.1171 22.9249
O 0.0427 4.3875 23.1931
O 3.4401 7.9135 23.2059
O 5.9088 10.3891 23.1979
Si 9.5692 9.3188 14.9822
Si 2.4456 4.9664 11.6008
Si 0.8483 0.7014 14.6935
Si 10.0458 9.9364 18.8609
Si 6.8205 0.3964 11.6597
Si 9.5678 7.192 12.7077
Si 2.0427 9.2082 17.9493
Si 2.9622 8.7152 9.7491
Si 4.1774 2.5019 16.8525
Si 4.5074 7.1579 22.2415
Si 10.8725 5.3492 16.7589
Si 2.6163 6.376 17.8768
Si 0.9714 2.5604 17.2584
Si 5.7372 6.6061 16.9707
Si 8.5945 4.7274 11.4787
Si 10.997 5.4941 9.5055
Si 3.0993 0.1151 20.2003
Si 1.6355 7.5766 12.4585
Si 5.7202 9.8892 21.6549
Si 1.3595 1.8982 11.7622
Si 0.2602 0.5562 21.4321
Si 2.6935 9.4485 14.8188
Si 8.9395 3.3117 15.5556
Si 1.0272 3.4637 22.2634
Si 9.3506 1.8637 10.5158
Si 5.5812 8.7835 14.9961
Si 6.8048 8.3047 12.2843
Si 3.0434 5.0684 20.4935
Si 9.4006 1.6387 18.237
Si 7.9455 0.9112 14.4303
Si 5.9567 4.2979 15.118
Si 7.0065 0.9168 19.7796
Si 5.5647 5.4879 12.112
Si 4.6623 2.7015 19.7614
Si 4.0312 0.6206 10.3554
Si 6.043 0.2796 16.7792
Si 8.7265 7.6635 17.5974
O 0.1171 1.7649 18.4336
O 6.0165 9.679 16.2809
O 1.4817 5.537 10.36
O 6.9503 4.9104 11.3916
O 3.3973 1.6756 19.8593
O 7.1151 7.2328 17.686
O 6.9565 1.0617 13.1511
O 5.7014 7.1295 11.9464
O 5.4171 1.0408 11.1215
O 10.2659 10.6699 20.3305
O 8.9861 8.72 16.3761
O 1.8749 3.4612 11.9177
O 0.5897 1.8596 15.8207
O 8.9028 2.7154 17.1043
O 8.8477 3.1204 11.4465
O 4.9445 3.0662 18.1868
O 2.3629 11.0385 14.7481
O 7.0738 1.066 15.8002
O 9.5619 5.2513 10.2594
O 2.5888 2.6212 17.1845
O 1.4525 6.1051 16.6653
O 2.1605 7.7431 18.6309
O 5.9914 2.03 20.4097
O 9.1728 8.5336 18.9375
O 3.6222 6.4891 21.0434
O 0.7994 1.3574 13.203
O 2.1537 6.0501 12.8084
O 8.4219 1.7496 19.5658
O 1.8264 8.5011 13.7954
O 2.6581 1.0858 11.1504
O 9.24 10.985 17.8723
O 6.9725 10.5396 20.784
O 9.177 2.0053 14.5467
O 11.0005 7.4785 11.9832
O 6.7324 8.5803 13.886
O 6.4706 0.3656 18.3376
O 0.3845 4.0383 17.5951
O 9.1839 5.5796 12.779
O 8.5427 10.3523 14.2728
O 8.2551 0.682 10.8904
O 2.4552 8.1763 11.1954
O 4.2362 9.3496 14.3035
O 6.5464 9.7244 11.5535
O 5.6078 8.2418 21.6537
O 9.7455 7.9244 14.1501
O 8.3263 7.8594 11.8828
O 2.5216 5.1737 18.956
O 1.7739 0.0324 21.1291
O 1.7189 4.527 21.2538
O 10.9642 1.6836 10.8143
O 10.0177 4.5842 15.5116
O 4.2978 4.0306 20.6051
O 5.5657 5.0217 13.6973
O 0.4997 9.6611 18.0732
O 4.2626 6.5331 17.6933
O 3.9677 9.9508 10.0933
O 2.5245 9.014 16.3929
O 2.9554 10.2715 18.7717
O 7.4766 3.7335 14.9482
O 5.3208 7.3199 15.5824
O 10.9029 10.2812 15.0481
O 4.3193 10.4158 21.0359
O 4.5556 0.9291 16.6366
O 4.7085 3.2878 15.5075
O 9.7623 6.3735 17.4257
O 0.2526 2.224 21.4792
O 6.1736 5.1349 16.4965
O 4.1162 4.9902 11.4347

Results
free energy: -138862.508 eV
free energy less fixed offsets of As -4856.12, H -15.97, O -568.88, Si -635.61 eV per atom: 3.482 eV

Forces (eV/angstrom), in the order of the atoms: element, x, y, z
Si 0.0032 -0.0007 0.0049
Si -0.0018 0.0032 -0.0003
Si 0.0015 -0.0024 0.0046
Si -0.0025 0.0012 0.0021
Si -0.0038 0.0012 0.0039
Si 0.0035 -0.0018 0.0037
Si -0.0006 0.002 0.0016
Si 0.0017 0.0002 0.0012
Si -0.001 0.0033 -0.0066
Si 0.0026 -0.0007 -0.0021
Si -0.0029 0.0003 -0.0005
Si 0.0022 -0.0012 -0.0038
Si 0.0005 0.0009 -0.0005
Si -0.0019 0.0023 -0.0029
Si 0.0027 -0.0022 -0.0047
Si -0.001 0.0004 0.0002
Si -0.0004 -0.0004 -0.0038
Si 0.001 0.0001 0.0071
Si 0.003 0.0035 0.0045
Si -0.0003 0.0006 -0.0021
Si 0.0035 0.001 0.0067
Si -0.0007 -0.0001 -0.0074
Si 0.0017 0.0012 0.0013
Si -0.0005 -0.003 0.0028
Si 0.0008 0.0084 0.0094
Si 0.0023 -0.0132 -0.0055
Si 0.0066 -0.006 -0.0085
Si -0.0073 -0.0064 0.0144
Si 0.0005 -0.0083 -0.0085
Si 0.0107 0.006 0.0059
Si -0.0026 -0.017 0.0063
Si 0.0103 -0.0035 -0.0069
Si -0.0085 0.0007 0.0009
Si -0.0023 0.003 -0.0012
Si -0.0002 -0.0002 -0.0011
Si -0.0072 0.0053 -0.0013
Si -0.0062 0.0045 -0.0002
Si -0.0044 -0.0026 -0.0007
Si -0.0072 0.0058 -0.0025
Si -0.003 0.0054 0
Si -0.0191 -0.1033 -0.0503
Si 0.0623 -0.1514 0.0025
Si -0.1026 -0.02 0.1241
Si 0.1447 -0.1082 -0.1203
Si 0.0994 -0.1835 -0.0286
Si 0.0322 0.0037 -0.0449
Si 0.1136 -0.0934 -0.1208
Si 0.0142 -0.0069 0.116
Si 0.0718 0.1124 0.0195
Si -0.1445 0.0829 0.0381
Si -0.1134 0.1939 -0.0103
Si -0.0306 -0.0096 -0.0407
Si -0.0708 0.1384 0.1297
Si -0.0223 0.0261 0.091
Si 0.033 -0.0902 -0.0889
Si -0.0537 0.1954 0.0412
Si 0.0027 0.0025 -0.0036
Si 0.0183 -0.0063 0.0097
Si 0.0076 -0.0118 0.0001
Si -0.0057 -0.0075 0.0077
Si 0.0034 0.0041 0.0047
Si 0.0064 0.0039 -0.0048
Si -0.0065 0.0027 0.0045
Si 0.008 -0.0052 -0.0004
Si 0.0003 -0.0051 -0.0205
Si -0.0087 0.006 0.0127
Si 0.0117 0.014 0.0055
Si -0.0228 0.0099 -0.003
Si -0.0056 0.0143 0.0046
Si 0.008 -0.0056 0.0002
Si 0.0095 0.0114 0.0024
Si -0.0075 -0.0126 0.0066
Si -0.0016 0.0021 0.0105
Si 0.0077 0.0017 0.0007
Si -0.0068 -0.0013 0.0044
Si 0.0053 -0.0046 0.0157
Si 0.0006 -0.0073 -0.0008
Si -0.0073 0.0079 -0.0015
Si -0.001 -0.0061 -0.0085
Si 0.0086 0.0051 0.0039
Si -0.0029 -0.0098 -0.0031
Si -0.0068 0.0015 0.0088
Si 0.0088 0.0068 0.0109
Si -0.0044 -0.0027 -0.0258
Si 0.0147 -0.0029 0.0207
Si -0.0023 -0.0158 -0.0275
Si -0.0014 -0.0014 -0.005
Si -0.0095 -0.0122 0.0192
Si -0.0212 0.0132 -0.0135
Si 0.0012 0.0021 -0.028
Si -0.0083 -0.0118 -0.044
As -0.0173 0.0282 -0.0131
Si -0.0214 0.0305 -0.1125
Si 0.0018 0.0136 0.0111
Si -0.0081 0.0267 -0.0472
Si -0.0056 0.0067 -0.0037
O -0.0008 0.0021 0.0006
O -0.0012 0.0025 -0.0002
O 0.0081 -0.02 -0.007
O 0.0102 0.0001 0.0211
O -0.0009 0.0007 0.0011
O -0.0026 0.0011 -0.0015
O 0.0746 -0.0785 0.0137
O -0.0038 -0.0045 0.0234
H 0.0015 0.0007 -0.0036
O -0.0049 -0.0026 -0.0017
O 0.0038 -0.0099 0.0209
O 0.0045 -0.0109 0.0135
O -0.0145 0.0182 0.0199
O -0.0072 0.0102 0.0154
O -0.0202 0.0198 0.0826
H -0.0009 -0.0008 -0.0012
H 0.0009 -0.0007 -0.0011
O -0.0015 0.0027 -0.0013
O -0.0034 0.0013 -0.0025
O 0.0007 0.0021 -0.0039
O 0.0021 -0.0025 -0.0018
O 0.0028 -0.0015 -0.0007
O 0.0003 -0.0023 -0.0025
Si -0.0016 0.0008 -0.0063
Si 0.0011 0.0015 0.0049
Si -0.0013 0.0008 -0.0052
Si 0 0.002 -0.0026
Si 0.0015 -0.001 -0.0009
Si 0.0004 0.0031 -0.0029
Si 0.0014 0.0024 -0.0056
Si 0.0034 0.0076 -0.0021
Si 0.0012 0.002 -0.0044
Si 0.0008 0.0014 0.001
Si 0.0009 0 -0.0056
Si 0.0001 -0.0017 -0.0035
Si 0.0005 -0.0007 -0.005
Si -0.0031 -0.0022 -0.0073
Si -0.0007 -0.003 0.0033
Si 0.0071 -0.006 -0.0052
Si 0.0011 0 -0.0003
Si 0.0032 -0.002 0.0024
Si -0.0004 -0.0011 0.0026
Si -0.0021 0.0023 0.0002
Si 0.0009 0.0024 0.0012
Si -0.0009 -0.0004 -0.0063
Si 0.0014 0.0005 -0.0052
Si 0.0002 -0.0002 0.0017
Si 0.0018 -0.0052 -0.006
Si 0.0013 -0.0017 -0.007
Si -0.0014 0.0035 -0.0023
Si -0.0015 0.0008 0.0004
Si -0.0008 -0.0012 -0.0038
Si -0.0018 -0.0007 -0.0079
Si -0.0027 0.0005 -0.0068
Si -0.0011 -0.0017 -0.0009
Si -0.0013 -0.0004 0.0007
Si -0.0009 -0.0004 -0.0026
Si 0.0074 -0.0005 -0.0011
Si 0 0.0012 -0.0029
Si 0.0003 0.0015 -0.0055
O 0.0001 0.0012 0.0011
O -0.0005 -0.0001 0.001
O 0 0.002 0.0013
O 0.0011 0.001 -0.0019
O -0.0001 0.0003 0.0004
O -0.0007 -0.0004 0.0018
O 0.0008 0.0008 0.0033
O 0.0011 -0.0007 0.0017
O -0.0004 0.001 -0.0023
O -0.0013 -0.0025 -0.0022
O -0.0002 -0.0006 0.0027
O 0.0001 -0.0018 -0.0017
O -0.0002 0.0001 0.0024
O -0.0002 0.0012 0.0012
O -0.0025 0.006 -0.0003
O -0.0009 0.0001 0.0001
O -0.0005 0.0005 0.0024
O 0.0009 0.0001 0.0022
O -0.0022 0.0015 -0.0055
O -0.0006 0.0004 0.0022
O -0.0012 -0.0002 0.0018
O 0.0011 -0.0009 0.0019
O 0.0004 0.0003 0.0008
O -0.0003 -0.001 0.0009
O -0.0023 -0.0029 -0.0012
O -0.0009 -0.0003 0.0016
O -0.0014 0.0013 -0.0009
O 0.0017 0.0006 0.0002
O 0.0007 0.0007 0.0004
O -0.0021 0.0001 -0.0004
O 0.0002 -0.0001 0.0019
O 0.002 0.0026 -0.0014
O 0.001 0.0002 0.0017
O -0.0013 -0.0004 -0.0032
O -0.0037 -0.0017 0.0041
O -0.0006 -0.0005 -0.0013
O -0.0006 0.0007 0.0026
O -0.0025 -0.0016 -0.002
O 0.0007 0.0008 0.0021
O -0.0025 0.0007 0.0003
O -0.0027 -0.0042 0.011
O 0.0011 0.0004 0.0025
O -0.0008 -0.0027 0.0014
O 0.0001 0.0009 0.0007
O -0.0004 -0.0001 0.0014
O 0.0009 -0.002 -0.0015
O -0.0009 0.0017 -0.0001
O 0.0002 -0.0008 -0.0002
O 0.0027 0.0025 -0.0015
O 0.0026 -0.0017 -0.0008
O -0.0002 -0.0001 0.0028
O 0.0003 -0.0002 0.0006
O 0.0014 -0.0005 -0.0009
O 0.0005 -0.0013 0.0021
O 0.0017 -0.0008 0.0009
O -0.0018 0.0005 -0.0021
O -0.0006 0.0013 0.0012
O -0.0014 -0.0014 -0.0015
O 0.0014 -0.0006 0.0029
O 0.0001 0.0012 0.0064
O 0 0.0002 0.0023
O -0.0015 0.0013 -0.0003
O 0.0001 -0.0002 0.0021
O 0.0003 0 0.0025
O 0.0002 0 0.0018
O -0.0005 -0.0021 0.0003
O 0.0022 0.0043 0.0003
O 0.0013 -0.0006 -0.0056

The program warned: the cutoff lies below the one the program advises for these potential files; the exchange-correlation potential is rough where the density is thin.
